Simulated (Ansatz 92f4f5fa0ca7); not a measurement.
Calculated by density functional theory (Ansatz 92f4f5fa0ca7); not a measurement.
Periodic cell of 292 atoms, Si144O116H32, with a vacuum gap, from a study of silicon, its oxide and their interface. The atomic structure is a simulated model.

Settings: functional r2SCAN; potential files Ansatz PAW; basis plane waves; wave-function cutoff 800 eV; density cutoff ratio 5; exchange-correlation grid ratio 1; k mesh 1 x 1 x 1, shifted by 0.5 0.5 0 of a step; self-consistency stop 1e-11 eV per atom in the density residual; occupations fixed; spin none; net charge 0; applied field sawtooth along c, amplitude +0.015 V/angstrom in the program's sign convention, ramp centred at 0.9900 of c and 0.0199 of c wide, no dipole correction.

Cell vectors (angstrom)
a 10.88 0 0
b 0 10.88 0
c 0 0 50.1872

Atoms: element, x, y, z (angstrom)
Si 13.1537 14.2034 22.0969
Si 18.9403 10.487 35.3793
Si 15.8372 2.5322 35.8719
Si 6.9562 12.6313 20.4466
Si 21.049 8.3248 35.2005
Si 15.8056 7.0399 35.9546
Si 10.3929 12.6649 35.6904
Si 12.4711 10.4856 35.7742
Si 16.1881 7.9924 38.0407
Si 17.8021 9.751 38.0727
Si 15.2206 1.5261 37.9269
Si 18.8892 5.3145 38.0275
Si 9.7595 6.9397 37.8818
Si 13.4212 10.7564 37.9167
Si 21.633 13.4729 37.89
Si 12.5196 4.2311 38.0596
Si 14.3597 8.9575 39.1581
Si 16.9096 11.5102 39.3036
Si 14.2855 3.2697 39.2599
Si 17.1253 6.2319 39.2823
Si 19.7236 8.7977 39.0862
Si 22.5576 11.7085 39.1917
Si 19.8407 14.3755 39.1544
Si 11.5413 6.0588 39.1695
Si 12.9556 7.5104 40.4059
Si 15.613 10.2122 40.7268
Si 12.9496 2.0506 40.7282
Si 15.688 4.7632 40.4572
Si 18.4482 7.5533 40.6726
Si 21.125 10.237 40.3867
Si 18.4013 12.9572 40.4258
Si 21.1199 4.7813 40.6583
Si 14.3198 6.1474 41.8026
Si 17.0509 8.8781 42.0005
Si 14.2847 0.6977 42.0492
Si 17.0586 3.4254 41.8357
Si 19.7834 6.1627 41.9821
Si 11.6055 8.881 41.7957
Si 19.76 11.5908 41.7958
Si 22.4761 3.4444 42.0118
Si 15.6659 7.4553 43.243
Si 18.4403 10.2774 43.2596
Si 15.7026 2.0986 43.2622
Si 18.3866 4.775 43.2451
Si 10.2974 7.543 43.2406
Si 12.9132 10.1849 43.2899
Si 21.0679 2.0446 43.2545
Si 12.994 4.8393 43.2628
Si 9.5079 10.8209 6.922
Si 12.2344 13.6065 6.9293
Si 9.5466 5.4777 6.9347
Si 12.2276 8.1155 6.9284
Si 15.003 10.8869 6.9111
Si 6.7352 13.567 6.9316
Si 14.9303 5.4398 6.9393
Si 6.8332 8.1948 6.9436
Si 8.1674 9.5289 8.3421
Si 10.9022 12.1629 8.2537
Si 8.1241 4.0943 8.2024
Si 10.8875 6.8136 8.3439
Si 13.6246 9.5009 8.2182
Si 16.331 12.1934 8.3387
Si 13.5357 14.9952 8.2831
Si 16.321 6.8338 8.2678
Si 9.5742 8.2306 9.6866
Si 12.3146 10.8123 9.633
Si 9.4536 13.5401 9.4781
Si 12.2073 5.4401 9.7202
Si 14.9776 8.2133 9.6373
Si 6.8443 10.8599 9.7571
Si 14.8805 13.5794 9.5349
Si 6.8254 5.4898 9.6028
Si 10.9661 9.5361 11.1106
Si 13.5863 12.2581 10.9878
Si 10.7464 14.8222 10.8777
Si 13.6406 6.8539 11.0019
Si 5.4049 9.5425 11.1054
Si 8.2571 12.279 11.0663
Si 16.2759 14.9211 10.7811
Si 8.2124 6.863 10.9773
Si 10.0598 11.355 12.3909
Si 11.3182 5.9636 13.322
Si 9.3532 5.2526 12.2451
Si 12.1893 8.0089 12.4925
Si 4.351 11.2951 12.3996
Si 14.7544 8.296 19.6849
Si 14.9144 5.2929 12.1878
Si 6.7699 8.1026 12.3741
Si 11.8679 13.2697 12.247
Si 7.5379 12.0412 16.6046
Si 11.4867 5.7939 26.5777
Si 10.9633 5.6615 15.5712
Si 7.8136 5.7979 18.1085
Si 6.5996 13.5191 12.2028
Si 5.7632 6.7261 18.193
Si 8.3839 9.8632 14.5633
Si 15.8804 12.3221 18.2814
Si 14.6828 4.2147 18.2008
Si 7.4615 4.4338 13.5279
Si 16.4762 11.3214 27.8847
Si 9.6828 8.0101 16.7443
Si 20.0704 5.1599 31.0801
Si 10.9421 9.7509 18.9621
Si 13.5528 10.219 17.6688
Si 18.3677 9.7786 25.8603
Si 8.9023 11.7563 19.4496
Si 13.0589 15.132 13.3241
Si 14.7952 9.6542 22.3969
Si 17.9822 4.8986 35.9443
Si 15.8507 12.5933 22.8077
Si 13.6273 3.8188 27.0251
Si 10.2783 10.687 25.0307
Si 13.894 3.1749 29.9239
Si 13.6355 4.6587 36.0931
Si 8.2319 4.0338 15.6906
Si 8.2117 4.6025 20.101
Si 10.713 13.4187 23.6661
Si 13.1697 5.6353 20.3494
Si 12.9315 6.0231 33.7667
Si 11.0297 7.4807 20.9372
Si 14.5392 5.6697 31.4506
Si 17.4008 12.1636 33.4979
Si 5.8338 6.1984 13.4698
Si 16.0969 2.8097 25.7651
Si 12.0155 8.8818 23.472
Si 13.6049 4.7445 15.5642
Si 10.5389 13.6894 20.8042
Si 14.12 8.6818 34.0631
Si 16.5413 12.6187 30.6519
Si 13.5605 10.1128 28.4806
Si 18.3329 6.8326 25.9257
Si 8.3651 6.7985 21.9751
Si 6.2101 8.2234 23.7264
Si 19.6528 3.5403 33.7684
Si 13.952 9.6047 14.6301
Si 13.3995 8.4555 31.1667
Si 17.1989 4.6295 30.3477
Si 11.893 12.751 28.3529
Si 4.7433 7.1065 15.3088
Si 17.7574 4.5812 27.5221
Si 10.8859 7.2504 32.2911
Si 11.9911 8.6528 26.4048
Si 20.6477 3.8036 28.4118
Si 20.548 5.2945 24.3987
O 17.8591 10.4185 36.5656
O 14.5864 5.9826 36.2192
O 21.0395 7.1165 36.28
O 11.2982 9.3679 35.6974
O 11.7901 11.8993 35.3144
O 16.2191 12.5357 34.5533
O 15.4617 8.1261 34.7806
O 9.5486 10.7623 13.8528
O 14.2615 6.2452 15.5498
O 12.8084 8.9073 13.7253
O 7.4135 4.7365 16.9017
O 14.53 10.8863 13.824
O 5.5023 12.4122 12.7994
O 8.3684 11.5991 17.9203
O 16.2658 7.8735 19.2794
O 14.0301 8.8167 18.3307
O 12.3729 11.2151 28.364
O 7.5176 10.8352 15.5261
O 14.3682 5.755 33.0623
O 11.6311 7.7403 22.4146
O 17.0509 11.8122 29.3307
O 17.1519 7.0119 24.8152
O 14.4632 14.7485 16.6259
O 19.6093 9.0393 35.2701
O 12.4577 2.4835 29.7432
O 15.287 13.7327 18.7869
O 7.5487 5.6377 21.1951
O 20.8439 4.3458 29.9206
O 8.2791 13.3129 15.9371
O 17.0722 3.56 36.1387
O 12.1673 4.8663 16.2957
O 12.5655 4.9762 34.9124
O 7.4864 9.1789 13.411
O 15.499 11.0274 22.8193
O 16.0941 5.4795 31.1355
O 19.118 3.8193 27.9331
O 13.5721 9.5032 29.9713
O 15.1889 8.5884 14.8131
O 17.215 3.9042 26.1591
O 14.0367 6.9922 20.2998
O 11.5555 8.6175 19.9229
O 9.6682 4.1838 20.7274
O 12.175 10.6604 18.4179
O 11.818 8.3519 31.5488
O 10.9247 7.1138 16.2747
O 13.7267 4.3715 30.9684
O 17.0912 6.1759 35.4628
O 18.1783 10.8433 34.0086
O 9.3338 6.1038 23.0612
O 8.9584 8.6379 15.4478
O 20.1331 4.2756 32.4248
O 14.324 3.7764 28.482
O 10.7406 12.2092 24.7353
O 7.2447 14.1733 19.9456
O 14.5088 3.4066 35.5346
O 16.788 4.4726 28.7983
O 10.2903 7.8473 33.6654
O 11.0229 9.956 26.2784
O 20.9158 2.8181 34.4888
O 12.1578 13.7844 20.8573
O 14.5332 13.3715 22.2465
O 17.8189 6.1858 27.2985
O 11.7918 5.9522 32.6412
O 16.7796 11.8181 32.0383
O 5.5426 7.3294 16.6931
O 16.1943 12.5419 26.8833
O 13.3871 4.6871 19.0517
O 11.6109 6.0735 20.4032
O 12.2244 14.0103 23.4307
O 7.3428 7.8829 22.6037
O 9.7075 14.5746 24.1946
O 20.0487 11.5979 35.7646
O 14.6596 3.5299 25.8357
O 10.2226 9.2029 17.6406
O 16.264 13.1048 24.2821
O 13.0038 5.2846 26.7673
O 17.431 9.5879 24.546
O 14.2644 8.9178 32.4677
O 15.6362 8.4232 23.0586
O 19.0676 4.6599 34.7728
O 15.045 10.6345 28.1546
O 13.2307 8.9975 27.3658
O 5.8448 11.8213 19.566
O 18.5692 5.415 30.5644
O 20.637 6.6612 31.313
O 14.6801 11.3337 17.9137
O 13.5564 4.8506 21.7272
O 15.6912 5.4391 18.388
O 10.3178 2.2642 28.3096
O 6.321 12.7799 21.9287
O 11.0997 5.7089 25.0075
O 17.3573 3.1164 30.8825
O 19.417 5.7442 25.4459
O 10.6948 9.8113 23.7172
O 13.3411 10.034 16.069
O 10.5633 4.8158 27.4498
O 18.4846 2.4791 33.4313
O 9.4072 7.5014 20.9447
O 14.7921 9.4675 20.7921
O 13.2659 9.728 22.9062
O 14.9714 2.0855 30.4378
O 17.546 10.3543 27.1331
O 10.1469 12.9376 22.2102
O 13.6355 10.0737 34.7185
O 11.2889 7.3345 27.0356
O 9.7032 4.6869 15.8348
O 12.9802 7.5465 34.3342
O 10.0643 12.9028 19.4863
O 13.9608 6.9968 30.7282
O 8.7672 7.0164 17.6122
O 12.5337 2.6198 27.0557
O 6.0171 12.4274 17.0177
O 18.9588 8.3007 26.2176
O 12.4809 8.2826 24.9035
O 9.769 10.4439 19.8372
O 19.5889 10.7328 25.4056
H 16.4957 6.6416 44.1754
H 14.8478 8.2808 44.1754
H 17.597 11.0772 44.1921
H 19.2551 9.4487 44.1921
H 14.8892 2.9288 44.1947
H 16.5135 1.2661 44.1947
H 19.2124 3.9572 44.1775
H 17.5606 5.5925 44.1775
H 9.4678 8.3569 44.1731
H 11.1168 6.7188 44.1731
H 13.7454 9.3737 44.2224
H 12.094 11.0093 44.2224
H 20.2651 2.8849 44.1869
H 21.888 1.2211 44.1869
H 13.8145 4.0162 44.1952
H 12.172 5.6609 44.1952
H 8.6757 11.6321 5.9895
H 10.326 9.9954 5.9895
H 13.0776 12.8067 5.9969
H 11.4235 14.4391 5.9969
H 10.36 4.6476 6.0023
H 8.7261 6.3008 6.0023
H 13.0536 7.2979 5.996
H 11.3978 8.9292 5.996
H 15.8326 10.073 5.9786
H 14.1881 11.7156 5.9786
H 7.5544 12.7426 5.9992
H 5.9151 14.3905 5.9992
H 14.1045 6.2575 6.0069
H 15.7331 4.5994 6.0069
H 7.6552 7.3732 6.0112
H 6.0138 9.019 6.0112

Results
free energy: -158773.563 eV
free energy less fixed offsets of H -15.71, O -570.45, Si -639.56 eV per atom: -2.003 eV

Forces (eV/angstrom), in the order of the atoms: element, x, y, z
Si -0.0014 -0.0133 0.0418
Si -0.011 -0.0157 0.0406
Si -0.0129 0.0019 0.0338
Si -0.0109 0.0043 0.0447
Si -0.0018 -0.006 0.0467
Si 0.0183 0.0096 0.0374
Si 0.0062 -0.0086 0.0334
Si 0.0026 0.0076 0.032
Si -0.0098 -0.0087 -0.0089
Si 0.01 -0.0026 0.0129
Si 0.0155 0.0046 -0.0049
Si -0.0104 -0.0046 -0.0128
Si 0.0021 0.0069 0.0149
Si -0.007 -0.0072 -0.0065
Si -0.0029 -0.0042 0.0001
Si 0.0045 0.0133 -0.0034
Si 0.0414 0.0301 0.0135
Si -0.0408 -0.0329 0.0132
Si -0.0335 -0.0293 0.0142
Si 0.0284 0.0321 0.0046
Si -0.032 -0.0398 0.0008
Si 0.0336 0.0269 0.0035
Si 0.0253 0.0321 0.0163
Si -0.0385 -0.0295 0.0027
Si -0.0057 -0.0134 0.0375
Si -0.0052 -0.0051 0.0023
Si -0.0034 0.005 0.0033
Si 0.0176 0.0075 0.0367
Si -0.0189 -0.0044 -0.0144
Si -0.0055 -0.0161 0.0414
Si -0.0123 0.011 0.0436
Si 0.0289 0.001 -0.0016
Si -0.0225 0.0072 0.1874
Si 0.0144 -0.0275 0.137
Si 0.0424 -0.0322 0.1698
Si -0.0209 0.0085 0.2004
Si -0.0194 0.0132 0.1379
Si -0.0146 -0.001 0.19
Si 0.0353 -0.0313 0.2045
Si -0.0207 0.0109 0.1428
Si 0.128 0.1835 0.314
Si -0.1949 -0.1375 0.2894
Si 0.0044 -0.1005 0.3816
Si 0.0751 0.0933 0.3888
Si -0.1426 -0.0598 0.3419
Si 0.041 0.0673 0.4034
Si 0.2277 0.1001 0.274
Si -0.1265 -0.1096 0.3285
Si 0.1649 0.1339 -0.3583
Si -0.1834 -0.0962 -0.3838
Si -0.1916 -0.1282 -0.2853
Si 0.1974 0.1145 -0.3076
Si -0.0476 -0.2172 -0.3144
Si 0.1619 0.1856 -0.381
Si 0.0335 0.2087 -0.2475
Si -0.1465 -0.1697 -0.2561
Si -0.0103 0.0033 -0.2216
Si 0.0046 0.0138 -0.1474
Si -0.0079 0.0132 -0.1386
Si -0.0155 0.0152 -0.2149
Si 0.0189 -0.0299 -0.1512
Si 0.0229 -0.0212 -0.2245
Si 0.0248 -0.0009 -0.2089
Si -0.0062 0.0059 -0.1274
Si 0.0079 -0.0094 -0.0281
Si -0.0207 0.0165 -0.0327
Si 0.0055 0.0049 -0.0093
Si 0.0052 -0.0015 -0.021
Si 0.0253 0.0008 -0.0207
Si -0.0156 -0.0039 -0.0298
Si -0.0003 0.0009 -0.0226
Si 0.0019 -0.0128 -0.0112
Si 0.0118 0.0219 -0.0001
Si -0.0056 -0.0097 0.0056
Si -0.028 -0.019 -0.001
Si 0.0083 0.0121 -0.0038
Si -0.0241 -0.0128 -0.0084
Si 0.024 0.0354 -0.011
Si 0.0153 0.0166 0.0006
Si -0.0356 -0.0212 0.005
Si -0.009 -0.0191 0.0158
Si -0.0183 0.0004 -0.006
Si 0.0229 0.0186 0.0174
Si -0.0115 -0.0105 0.024
Si 0.0122 0.0126 0.0227
Si -0.0132 0.008 0.0465
Si 0.0057 -0.0039 0.0211
Si 0.0043 -0.0016 0.0212
Si 0.0158 0.0206 0.0034
Si -0.0037 -0.0139 0.0399
Si 0.0005 -0.0169 0.0564
Si -0.004 0.0051 0.0416
Si 0.0073 0.0021 0.0293
Si -0.0184 -0.0014 0.0178
Si -0.0129 0.0049 0.0358
Si -0.0056 -0.0085 0.0234
Si 0.0067 -0.0043 0.038
Si -0.007 -0.0002 0.0435
Si 0.0103 -0.0116 -0.0207
Si -0.0077 0 0.0647
Si -0.0014 0.0101 0.0397
Si 0.0096 0.0045 0.0709
Si -0.0024 -0.0039 0.0457
Si 0.0021 -0.0032 0.038
Si -0.0074 0.0048 0.0548
Si 0.0092 0.0044 0.0327
Si -0.0015 -0.0124 0.0042
Si 0.0045 0.0038 0.032
Si 0.0082 0.0115 0.0374
Si -0.0059 -0.0013 0.0721
Si 0.0005 -0.0043 0.0528
Si -0.0119 -0.0098 0.0523
Si 0.0073 0.0045 0.0538
Si 0.0057 -0.0067 0.0401
Si 0.0079 -0.0044 0.0403
Si 0.0011 -0.0041 0.0441
Si -0.0028 -0.0023 0.0625
Si -0.0043 0.002 0.0472
Si -0.0096 -0.0055 0.0602
Si 0.0034 0.0008 0.0567
Si -0.0063 0.0149 0.0561
Si -0.0006 0.0021 0.0648
Si -0.0139 0.0109 -0.0209
Si -0.0045 0.0105 0.0679
Si -0.0026 0.0068 0.0624
Si 0.009 0.0018 0.034
Si 0.0084 -0.0057 0.0439
Si 0.0095 0.0084 0.0525
Si 0.007 -0.0019 0.0665
Si 0.0066 -0.0089 0.0649
Si 0.0048 -0.0042 0.0526
Si 0.008 0.0126 0.0621
Si 0.0015 -0.001 0.063
Si -0.0052 0.0036 0.0653
Si -0.0048 0.0013 0.0388
Si 0.0045 -0.0086 0.0681
Si -0.004 0.0072 0.0599
Si 0.0056 -0.0046 0.0494
Si 0.0001 0.0087 0.0311
Si -0.0074 -0.0153 0.065
Si 0.0047 0.0066 0.0584
Si 0.0141 0.0023 0.063
Si -0.0025 -0.0032 0.0577
Si 0.0032 0.0044 0.0636
O 0.0046 0.0181 -0.0322
O 0.0008 0.0008 -0.0076
O 0.0109 0.016 -0.0439
O -0.0037 -0.0057 -0.0114
O -0.0021 -0.0025 -0.0184
O 0.0136 -0.0115 -0.0354
O -0.0181 0.008 -0.0347
O 0.0067 0.0105 -0.0217
O -0.0036 -0.0054 -0.0194
O -0.0016 -0.0036 -0.0258
O 0.0057 -0.013 -0.0379
O -0.0006 0.0006 -0.0186
O -0.0014 -0.0028 -0.0031
O -0.009 0.0017 -0.039
O 0.014 -0.0095 -0.0242
O 0.0028 0.0064 -0.0227
O 0.0008 0.0029 -0.0243
O 0.0017 -0.0083 -0.0226
O 0.0098 -0.0072 -0.038
O -0.0115 -0.009 -0.04
O -0.0012 -0.0126 -0.0416
O -0.0089 0.0083 -0.0294
O -0.008 0.0083 -0.0319
O 0.0021 0.0049 -0.018
O -0.0079 -0.0119 -0.025
O 0.002 0.0052 -0.018
O 0.0008 -0.0143 -0.0389
O 0.0056 -0.0201 -0.0395
O 0.0012 0.0247 -0.0206
O -0.0052 -0.0069 -0.0014
O -0.0044 0.009 -0.0257
O -0.0035 0.0128 -0.0291
O 0.005 0.0022 -0.0143
O 0.0013 -0.0024 -0.0252
O 0.0085 -0.0135 -0.0207
O -0.0059 -0.0012 -0.0175
O -0.0027 0.0213 -0.0512
O 0.0006 -0.0009 -0.0132
O 0.0017 -0.0042 -0.0244
O 0.0119 0.0013 -0.0206
O -0.0035 0.0115 -0.0272
O -0.0097 0.0077 -0.0188
O 0.0054 -0.0033 -0.0154
O 0.0154 0.011 -0.0232
O -0.0066 -0.0168 -0.0215
O 0.0025 -0.0183 -0.0249
O -0.0051 -0.007 -0.0124
O -0.0093 0.0095 -0.0333
O -0.0088 0.0079 -0.0413
O -0.002 0.0026 -0.0196
O 0.0034 0.0149 -0.048
O -0.0026 0.0074 -0.0432
O -0.0023 0.0133 -0.0201
O 0.0026 0.0014 -0.0117
O 0.0026 0.0076 -0.0172
O 0.0035 0.0023 -0.0438
O 0.0117 -0.0075 -0.0394
O -0.0103 0.0069 -0.0305
O -0.0054 0.0107 -0.031
O -0.0097 -0.001 -0.0117
O -0.0041 0.0077 -0.0246
O 0.0103 0.0103 -0.0236
O -0.0057 0.0031 -0.0229
O -0.0073 0.0091 -0.0511
O -0.0111 0.0027 -0.036
O 0.0032 0.0137 -0.0381
O 0.0166 -0.0067 -0.0318
O 0.0001 -0.0038 -0.0117
O 0.0102 0.0043 -0.0226
O 0.0148 -0.008 -0.0349
O 0.0048 -0.0107 -0.0289
O -0.0071 -0.0044 -0.0069
O 0.0119 -0.0038 -0.0288
O -0.0016 -0.0154 -0.0277
O 0.0001 -0.0141 -0.0525
O -0.009 0.0022 -0.0242
O -0.0123 -0.0101 -0.0278
O -0.0081 -0.0041 -0.0464
O -0.009 0.0026 -0.0234
O 0.0085 -0.016 -0.0438
O 0.0073 -0.0018 -0.0174
O -0.0122 -0.0109 -0.0319
O -0.0059 -0.0021 -0.0209
O -0.008 -0.0023 -0.0173
O -0.0074 -0.0113 -0.0238
O -0.0031 0.0006 -0.0144
O -0.0013 0.0123 -0.0262
O 0.0086 0.0062 -0.0178
O 0.0041 -0.0039 -0.0137
O 0.0194 -0.0012 -0.032
O -0.0135 -0.0029 -0.0351
O -0.0062 0.003 -0.0241
O 0.0077 -0.0048 -0.0303
O 0.0041 -0.0095 -0.0267
O -0.0047 -0.0053 -0.0336
O 0.013 0.0152 -0.0339
O -0.0045 -0.0068 -0.0166
O 0.0124 0.003 -0.017
O -0.0016 -0.0182 -0.0475
O 0.0117 0.0025 -0.0288
O -0.0087 0.0009 -0.0263
O 0.0135 -0.0158 -0.0318
O -0.0062 0.0027 -0.0374
O 0.0038 -0.0084 -0.0215
O -0.0004 0.0009 -0.022
O 0.0009 0.0048 -0.021
O -0.002 -0.0036 -0.0272
O -0.0073 -0.0105 -0.0233
O 0.0002 -0.0022 -0.0205
O 0.0104 0.0049 -0.0171
O 0.0016 0.0019 -0.0297
O 0.0049 -0.0007 -0.0222
O 0.004 -0.0008 -0.0193
O -0.0036 0.0035 -0.0429
O 0.003 -0.0091 -0.0195
O 0.003 -0.0009 -0.018
H -0.4651 0.2112 -0.2605
H 0.1914 -0.3353 -0.2824
H 0.4379 -0.1601 -0.2645
H -0.1754 0.3604 -0.2793
H 0.3881 -0.1928 -0.2687
H -0.2246 0.3862 -0.2423
H -0.3736 0.2713 -0.2632
H 0.2682 -0.4026 -0.2593
H 0.3499 -0.1929 -0.2711
H -0.2212 0.4472 -0.2712
H -0.3999 0.1327 -0.2575
H 0.1524 -0.4252 -0.2458
H 0.1798 -0.4591 -0.2659
H -0.3598 0.2015 -0.279
H -0.1898 0.376 -0.28
H 0.4278 -0.2437 -0.2525
H 0.2846 -0.1904 0.2748
H -0.4284 0.2143 0.2317
H -0.2127 0.3133 0.276
H 0.2022 -0.4321 0.2196
H -0.2159 0.3765 0.273
H 0.3635 -0.2585 0.2439
H -0.4079 0.2957 0.2366
H 0.2897 -0.3023 0.2751
H -0.3626 0.3265 0.2074
H 0.3184 -0.1836 0.2804
H -0.2274 0.2579 0.2637
H 0.1883 -0.4473 0.231
H 0.3875 -0.3287 0.2269
H -0.263 0.3028 0.3015
H -0.275 0.3213 0.2642
H 0.384 -0.2598 0.2768

The program warned: the cutoff lies below the one the program advises for these potential files; the forces do not sum to zero within the program's tolerance; empty levels may hold ghost states of the PAW files; the exchange-correlation potential is rough where the density is thin.
